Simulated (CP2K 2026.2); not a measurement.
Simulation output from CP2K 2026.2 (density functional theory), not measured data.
Periodic cell of 506 atoms, Si360O144H2, from a study of silicon, its oxide and their interface. The atomic structure is a simulated model.
Doubt: the forces sum to 2.83 eV/angstrom along one axis rather than to zero, so they err by at least 0.0056 eV/angstrom per atom on average; the grid cutoff is modest.

Settings
functional: PBE
method: Gaussian and plane waves
basis set: DZVP-MOLOPT-SR-GTH
pseudopotentials: GTH-PBE
grid cutoff: 350 Ry, relative cutoff 50 Ry
k points: Gamma only
occupations: fixed
spin: none
net charge: 0

Cell vectors (angstrom)
a 16.32 0 0
b 0 16.32 0
c 3.7268 -5.1099 34.2066

Atoms and the computed forces on them: element, x, y, z (angstrom), force x, y, z (eV/angstrom)
Si 0.942 15.235 0.046 0.125 0 -0.27
Si 3.895 1.675 0.152 -0.143 0.12 -0.187
Si 1.601 3.694 0.299 -0.043 -0.007 -0.217
Si 3.854 6.857 0.013 0.007 -0.15 -0.496
Si 1.694 9.191 0.103 -0.149 0.134 -0.485
Si 8.056 6.981 34.177 -0.012 0.099 -0.179
Si 7.083 14.78 0.012 0.013 -0.03 -0.21
Si 9.452 1.527 0.049 -0.034 -0.096 -0.126
Si 10.959 -1.345 34.201 -0.241 0.119 -0.252
Si 9.732 6.47 0.164 0.103 0.038 0.002
Si 6.409 9.762 0.161 0.055 0.089 -0.239
Si 9.214 12.525 0.141 -0.061 -0.023 -0.267
Si 12.426 14.661 0.013 -0.07 -0.001 -0.162
Si 15.124 1.194 0.167 0.03 0.003 -0.253
Si 11.967 4.345 0.115 0.126 0.135 -0.203
Si 14.724 7.075 0.209 -0.077 0.016 -0.284
Si 12.523 9.223 0.14 0.061 -0.071 -0.246
Si 18.395 7.312 34.123 0.122 -0.184 -0.214
Si 2.706 -0.026 1.32 -0.185 0.044 -0.254
Si 5.494 2.807 1.423 0.197 -0.037 -0.208
Si 2.752 5.374 1.479 -0.083 -0.06 -0.165
Si 5.357 8.091 1.419 -0.027 0.059 -0.084
Si 2.756 10.895 1.342 0.142 -0.072 -0.136
Si 5.479 13.625 1.366 0.069 -0.062 -0.262
Si 8.251 -0.027 1.4 -0.027 0.09 -0.222
Si 10.883 2.738 1.468 -0.015 0.08 -0.215
Si 8.222 5.309 1.505 -0.033 0.029 -0.216
Si 10.891 8.102 1.447 -0.013 -0.006 -0.354
Si 8.077 10.89 1.428 -0.009 0.039 -0.231
Si 10.854 13.603 1.447 0.035 -0.039 -0.163
Si 13.549 -0.057 1.394 0.097 -0.094 -0.192
Si 16.318 2.613 1.607 0.044 0.112 -0.236
Si 13.569 5.459 1.482 -0.038 -0.041 -0.244
Si 16.337 8.209 1.472 0.093 -0.11 -0.127
Si 13.638 10.858 1.408 -0.019 0.053 -0.218
Si 16.224 13.584 1.359 -0.111 -0.025 -0.187
Si 1.4 1.259 2.871 0.01 -0.13 0.147
Si 4.159 4.111 2.863 0.062 0.002 0.078
Si 1.334 6.75 2.807 0.029 0.05 0.036
Si 4.045 9.505 2.807 -0.066 -0.066 0.081
Si 1.346 12.242 2.702 0.005 0 -0.05
Si 4.066 14.952 2.705 0.016 -0.01 0.108
Si 6.806 1.327 2.756 0.03 0.001 -0.02
Si 9.538 4.015 2.918 -0.01 -0.06 0.167
Si 6.802 6.756 2.759 0.017 0.012 -0.073
Si 9.494 9.503 2.751 -0.009 0.031 -0.042
Si 6.775 12.262 2.829 -0.005 -0.002 0.06
Si 9.569 14.986 2.836 0.013 0.02 0.133
Si 12.242 1.337 2.779 0.024 -0.006 0.042
Si 14.943 4.067 2.833 -0.034 0.039 -0.003
Si 12.234 6.793 2.889 -0.033 -0.007 0.103
Si 15.02 9.587 2.834 0.001 0.026 0.13
Si 12.204 12.176 2.774 -0.003 -0.004 0.058
Si 14.906 14.908 2.811 -0.049 0.034 0.052
Si 16.301 -0.073 4.211 0.104 -0.036 -0.069
Si 2.764 2.696 4.184 -0.027 -0.046 -0.045
Si 16.308 5.413 4.201 0.024 0.023 0.031
Si 2.689 8.133 4.189 -0.001 0.097 -0.097
Si 16.372 10.926 4.191 -0.102 -0.054 0.012
Si 2.713 13.586 4.1 0.034 0.012 0.007
Si 5.423 -0.026 4.129 0.045 0.022 -0.033
Si 8.139 2.648 4.223 0.05 0.046 -0.09
Si 5.483 5.464 4.231 -0.088 -0.055 0.007
Si 8.149 8.137 4.133 0.023 -0.02 0.053
Si 5.421 10.864 4.188 0.044 0 -0.079
Si 8.176 13.611 4.183 -0.046 -0.056 -0.05
Si 10.906 0.014 4.213 -0.078 -0.021 -0.013
Si 13.593 2.685 4.181 0.016 0.013 0.001
Si 10.881 5.415 4.261 0.04 0.034 -0.076
Si 13.637 8.189 4.192 -0.057 -0.059 -0.06
Si 10.849 10.837 4.161 0.046 0.036 0.022
Si 13.553 13.543 4.185 0.034 0.069 -0.095
Si 17.666 -1.381 16.538 -0.006 0.009 0.043
Si 4.064 1.335 16.506 -0.02 0.008 0.026
Si 17.68 4.074 16.546 -0.017 -0.008 0.063
Si 4.101 6.782 16.562 0.015 -0.031 0.054
Si 17.707 9.52 16.552 -0.024 -0.046 0.031
Si 4.071 12.201 16.539 0.031 0.023 0.034
Si 6.808 -1.379 16.545 -0.051 -0.007 0.026
Si 9.472 1.336 16.528 -0.002 0.151 -0.018
Si 6.809 4.094 16.56 0.019 -0.011 0.036
Si 9.542 6.802 16.563 -0.011 -0.017 0.05
Si 6.822 9.497 16.559 0.002 0.008 0.035
Si 9.529 12.187 16.552 0.005 0.018 0.011
Si 12.223 -1.409 16.525 0.057 -0.006 0.031
Si 14.956 1.357 16.548 0.003 -0.037 0.023
Si 12.239 4.078 16.56 -0.038 -0.047 0.06
Si 14.946 6.784 16.561 -0.049 0.04 0.033
Si 12.243 9.492 16.604 -0.011 0.03 0.074
Si 14.953 12.213 16.553 0.027 -0.008 0.065
Si 2.688 0.011 17.896 0.06 -0.051 0.059
Si 5.436 2.678 17.861 -0.068 0.005 -0.012
Si 2.759 5.392 17.929 -0.036 0.049 0.066
Si 5.446 8.169 17.941 0.05 -0.028 0
Si 2.736 10.864 17.967 0.006 0.004 0.001
Si 5.442 13.558 17.884 -0.013 -0.001 0.083
Si 8.147 -0.022 17.947 0.043 0.001 -0.015
Si 10.811 2.724 17.871 -0.045 -0.177 0.046
Si 8.149 5.501 17.943 0.08 -0.039 0.117
Si 10.912 8.1 18.003 -0.047 0.026 -0.025
Si 8.229 10.796 17.949 -0.08 0.045 0.089
Si 10.86 13.566 17.922 -0.003 -0.058 0.014
Si 13.589 -0.047 17.869 -0.072 0.095 0.064
Si 16.299 2.742 17.931 0.011 -0.018 0.061
Si 13.589 5.436 17.966 0.109 0.006 -0.005
Si 16.33 8.16 17.891 0.024 0.031 0.098
Si 13.598 10.884 17.969 0.015 -0.051 0.088
Si 16.33 13.558 17.921 -0.015 0.055 -0.055
Si 17.696 1.413 19.3 0.003 0.068 0.005
Si 4.144 4.004 19.295 -0.044 -0.013 -0.046
Si 17.699 6.795 19.246 0.018 -0.002 -0.166
Si 4.11 9.51 19.348 0.025 0.039 -0.051
Si 17.674 12.215 19.334 -0.012 -0.014 -0.058
Si 4.04 -1.398 19.228 -0.058 0.008 -0.109
Si 6.738 1.339 19.273 -0.034 -0.028 -0.022
Si 9.509 4.125 19.295 0.084 0.009 -0.122
Si 6.815 6.883 19.367 0.067 0.073 -0.047
Si 9.563 9.428 19.412 -0.054 0.045 0.026
Si 6.834 12.189 19.24 0.056 0.008 -0.162
Si 9.503 -1.413 19.311 -0.021 -0.001 -0.038
Si 12.122 1.268 19.174 -0.201 0.139 -0.181
Si 14.91 4.059 19.342 -0.024 -0.032 -0.068
Si 12.276 6.765 19.418 -0.062 -0.026 0.099
Si 15.001 9.512 19.32 0.101 0.034 -0.016
Si 12.201 12.241 19.348 0.007 -0.005 -0.052
Si 14.978 -1.371 19.251 -0.016 0.003 -0.008
Si 16.288 0.051 20.604 0.061 -0.011 0.214
Si 2.803 2.687 20.75 -0.022 -0.183 0.277
Si 16.374 5.429 20.635 -0.084 0.039 0.059
Si 2.714 8.148 20.662 -0.113 -0.071 0.115
Si 16.337 10.9 20.755 -0.053 -0.069 0.251
Si 2.688 -2.718 20.669 0.111 -0.02 0.3
Si 5.406 -0.091 20.607 0.041 -0.095 0.187
Si 8.052 2.778 20.566 0.009 0.139 0.205
Si 5.467 5.435 20.617 0.012 -0.083 0.238
Si 8.162 8.174 20.908 -0.122 0.139 0.186
Si 5.522 10.88 20.667 -0.064 0.05 0.152
Si 8.174 -2.807 20.65 -0.139 0.037 0.258
Si 10.831 -0.065 20.689 0.211 0.128 0.283
Si 13.412 2.629 20.501 0.213 -0.459 0.132
Si 10.887 5.406 20.809 -0.007 -0.086 0.093
Si 13.712 8.126 20.746 0.056 0.052 0.105
Si 10.952 10.785 20.772 0.055 0.063 0.146
Si 13.566 -2.638 20.645 0.075 0.087 0.291
Si 17.829 -1.118 21.977 0.008 0.044 0.173
Si 3.883 0.945 22.058 0.047 0.208 0.19
Si 17.953 4.35 21.974 0.016 -0.132 0.401
Si 3.866 6.539 21.917 0.14 0.02 0.378
Si 17.523 9.289 22.071 0.044 0.028 0.192
Si 4.332 12.446 21.93 -0.004 0.082 0.097
Si 6.517 -1.695 21.938 0.015 0.044 0.1
Si 9.515 1.528 21.824 -0.002 0.114 0.231
Si 7.046 4.372 22.034 -0.192 -0.126 0.268
Si 9.338 6.537 22.192 0.072 0.004 0.181
Si 7.056 9.929 22.218 -0.068 -0.183 0.251
Si 9.388 12.011 22.018 0.087 0.035 0.16
Si 12.52 -1.049 22.112 -0.068 0.018 0.015
Si 14.717 1.224 21.917 -0.397 0.767 -0.123
Si 11.871 3.596 22.017 0.075 -0.073 0.173
Si 15.351 6.988 22.064 -0.066 -0.216 0.37
Si 12.689 9.759 22.099 -0.035 -0.174 0.224
Si 14.722 12.16 21.998 -0.13 -0.018 0.125
Si 9.441 -3.039 29.829 -0.096 0.348 -0.324
Si 9.839 8.661 29.367 0.154 -0.118 -0.402
Si 5.24 4.609 31.242 0.157 -0.246 -0.565
Si 16.498 -2.932 24.119 -0.029 0.129 0.491
Si 18.741 11.245 24.044 0.181 -0.097 0.462
Si 8.427 0.381 26.996 0.207 0.216 0.449
Si 10.73 -0.529 31.112 0.066 -0.163 -0.461
Si 3.451 0.61 27.618 -0.028 -0.055 0.185
Si 17.566 -2.026 32.116 -0.073 -0.147 -0.277
Si 15.41 1.535 25.078 -0.168 -0.189 0.409
Si 8.123 1.11 31.115 -0.082 0.071 -0.517
Si 7.106 -1.152 29.34 -0.057 -0.09 -0.166
Si 4.684 6.999 24.798 -0.096 -0.184 0.445
Si 11.96 3.199 32.374 -0.21 -0.165 -0.63
Si 14.289 -0.349 27.145 -0.181 -0.033 0.297
Si 3.933 11.56 26.629 0.199 0.162 0.509
Si 17.964 2.52 28.996 -0.144 0.023 0
Si 13.374 6.416 29.862 -0.289 0.134 -0.467
Si 14.283 5.4 32.374 0.199 0.157 -0.451
Si 19.833 0.051 32.328 0.252 0.121 -0.266
Si 14.934 2.204 28.885 0.128 0.099 0.018
Si 17.72 5.609 28.722 0.005 -0.121 -0.069
Si 8.13 3.357 27.148 0.02 -0.118 0.218
Si 4.195 1.844 30.139 -0.149 0.192 -0.401
Si 14.799 5.066 27.649 0.016 -0.085 0.198
Si 13.209 11.014 27.191 0.009 0.135 0.213
Si 12.591 3.032 25.029 -0.332 0.009 0.374
Si 10.498 -3.872 26.931 0.01 -0.334 0.442
Si 8.977 9.759 26.599 0.085 0.104 0.269
Si 8.016 4.209 30.117 0.078 0.054 -0.399
Si 18.197 6.288 25.938 -0.022 -0.064 0.301
Si 7.545 8.767 31.542 0.078 -0.138 -0.564
Si 5.995 4.115 24.983 0.224 0.057 0.423
Si 10.652 -2.374 24.182 0.088 -0.132 0.279
Si 15.511 -3.199 27.086 -0.412 -0.032 0.545
Si 8.291 -0.24 24.01 -0.154 0.178 0.256
Si 11.546 0.909 26.955 0.009 0.104 0.305
Si 6.096 9.643 25.3 0.146 0.081 0.489
Si 16.727 -3.987 29.918 0.21 -0.179 -0.401
Si 4.079 1.794 24.915 -0.027 -0.061 0.542
Si 12.874 9.49 29.88 -0.148 -0.177 -0.451
Si 19.319 6.693 31.109 -0.034 0.031 -0.506
Si 10.543 5.753 29.524 -0.175 0.02 -0.231
Si 10.377 7.232 25.183 -0.01 -0.142 0.617
Si 14.558 11.083 31.896 -0.035 -0.02 -0.426
Si 3.269 11.469 29.54 -0.049 0.003 -0.104
Si 12.957 8.667 25.071 0.009 0.067 0.472
Si 9.042 11.294 32.139 0.107 0.054 -0.388
Si 15.271 6.69 25.063 -0.009 -0.13 0.518
Si 12.277 1.701 29.919 0.184 -0.173 -0.428
Si 4.232 -2.269 28.347 0.031 0.117 -0.049
Si 4.708 9.256 31.208 -0.181 0.168 -0.692
Si 10.734 4.606 26.721 -0.021 -0.037 0.177
Si 17.691 3.371 24.807 0.092 0.155 0.456
Si 1.37 14.903 5.552 -0.071 0.02 -0.04
Si 4.101 1.329 5.556 0 0.011 -0.031
Si 1.371 4.047 5.551 -0.004 0.012 -0.019
Si 4.075 6.8 5.571 0.042 0.031 -0.034
Si 1.362 9.519 5.565 0.008 -0.047 -0.028
Si 4.054 12.239 5.533 -0.006 -0.055 -0.065
Si 6.787 14.954 5.541 0.006 -0.006 -0.057
Si 9.52 1.33 5.596 -0.006 -0.003 -0.012
Si 6.808 4.054 5.584 0.012 0.004 -0.035
Si 9.496 6.799 5.569 0.025 -0.028 -0.042
Si 6.8 9.494 5.54 -0.02 0.042 -0.061
Si 9.516 12.221 5.549 -0.003 0.008 -0.05
Si 12.237 14.934 5.57 0.015 -0.007 -0.03
Si 14.956 1.328 5.562 0.022 0.007 -0.044
Si 12.254 4.04 5.589 -0.038 0.012 -0.01
Si 14.966 6.797 5.57 0.004 0.01 -0.032
Si 12.235 9.512 5.555 -0.002 -0.009 -0.024
Si 14.96 12.232 5.563 0.008 0.022 -0.047
Si 2.724 -0.034 6.917 0.003 0.004 0.007
Si 5.442 2.694 6.944 -0.008 0.001 0.003
Si 2.721 5.419 6.93 -0.009 -0.009 -0.008
Si 5.442 8.154 6.936 -0.028 -0.006 0.009
Si 2.722 10.874 6.931 0.001 -0.001 0.018
Si 5.428 13.586 6.911 0.012 0.01 0.002
Si 8.148 -0.031 6.944 0.014 0.012 0.006
Si 10.88 2.695 6.958 -0.012 0.02 0.007
Si 8.16 5.423 6.949 0.006 -0.005 0.006
Si 10.876 8.149 6.931 0.004 -0.001 -0.004
Si 8.154 10.86 6.919 0.02 -0.018 0.005
Si 10.872 13.575 6.935 -0.008 0.012 0.003
Si 13.6 -0.028 6.942 0.009 -0.01 0.006
Si 16.325 2.693 6.928 0.007 -0.011 -0.013
Si 13.61 5.423 6.94 0.006 -0.013 -0.003
Si 16.325 8.156 6.938 -0.025 0.016 0.01
Si 13.6 10.866 6.931 -0.006 -0.009 0.001
Si 16.322 13.575 6.942 0.013 -0.003 0.025
Si 1.364 1.329 8.298 -0.015 0.015 -0.006
Si 4.077 4.058 8.308 -0.009 -0.014 0.007
Si 1.364 6.785 8.304 0.014 0.011 0.002
Si 4.082 9.514 8.306 0.027 0.015 0.004
Si 1.359 12.217 8.314 -0.033 -0.024 0.005
Si 4.079 14.938 8.305 -0.002 0.002 -0.01
Si 6.8 1.337 8.319 0.023 0.02 -0.003
Si 9.522 4.065 8.32 0.024 0.012 0.009
Si 6.794 6.785 8.31 -0.011 -0.013 0.004
Si 9.517 9.509 8.303 0.011 0.005 -0.002
Si 6.79 12.223 8.29 -0.008 -0.013 -0.008
Si 9.512 14.931 8.312 -0.029 -0.024 0.005
Si 12.241 1.33 8.32 -0.012 -0.003 0.003
Si 14.97 4.059 8.307 0.006 0.017 0.004
Si 12.239 6.783 8.303 -0.011 -0.02 0
Si 14.958 9.507 8.309 -0.017 -0.032 0.008
Si 12.24 12.223 8.308 0.02 0.026 -0.002
Si 14.965 14.939 8.314 0.02 0.027 0
Si 16.322 -0.018 9.684 -0.004 -0.005 0.001
Si 2.715 2.697 9.677 0.001 -0.002 -0.003
Si 16.325 5.425 9.68 -0.005 -0.011 0.01
Si 2.723 8.147 9.678 -0.002 -0.011 -0.005
Si 16.319 10.859 9.687 0.014 0.013 0.005
Si 2.72 13.579 9.682 -0.001 0.004 -0.001
Si 5.435 -0.023 9.684 -0.001 0.001 0.003
Si 8.16 2.701 9.688 -0.014 -0.003 0.002
Si 5.436 5.422 9.681 0.005 0.004 0.003
Si 8.16 8.145 9.677 0.007 -0.005 0.001
Si 5.442 10.867 9.68 -0.014 -0.003 0.001
Si 8.15 13.572 9.679 0.024 0.016 -0.002
Si 10.874 -0.029 9.688 0.006 0.01 -0.001
Si 13.603 2.702 9.682 0 -0.004 0.001
Si 10.885 5.425 9.685 -0.005 -0.006 0.01
Si 13.6 8.14 9.677 0.003 0.013 0.002
Si 10.88 10.862 9.679 -0.006 -0.006 0.006
Si 13.6 13.58 9.685 -0.003 -0.007 -0.005
Si 1.36 -1.38 11.056 0 0.003 -0.002
Si 4.074 1.34 11.054 -0.004 0.018 -0.011
Si 1.36 4.062 11.055 0 -0.002 -0.002
Si 4.08 6.785 11.054 0.001 -0.005 0.004
Si 1.361 9.5 11.059 -0.015 -0.001 0.005
Si 4.079 12.218 11.057 0.01 0.003 0
Si 6.796 -1.384 11.057 -0.01 0.006 -0.003
Si 9.519 1.339 11.061 0.008 -0.002 0.004
Si 6.798 4.064 11.056 0.002 -0.005 0.005
Si 9.521 6.786 11.052 0.004 -0.001 0
Si 6.804 9.505 11.053 0.002 -0.004 0.001
Si 9.516 12.217 11.053 -0.006 0.002 -0.001
Si 12.236 -1.385 11.062 0 0.004 0.002
Si 14.957 1.341 11.058 0.008 0.013 -0.001
Si 12.244 4.064 11.058 -0.003 0 0.004
Si 14.962 6.784 11.055 -0.004 -0.009 -0.001
Si 12.241 9.499 11.051 0.003 -0.008 -0.001
Si 14.959 12.219 11.058 -0.001 0 0.001
Si 2.718 -0.022 12.431 -0.004 0.011 -0.001
Si 5.43 2.706 12.424 -0.002 -0.038 -0.012
Si 2.717 5.429 12.43 0.011 -0.007 0.005
Si 5.447 8.141 12.426 -0.008 0.009 -0.005
Si 2.723 10.857 12.435 0 0.005 -0.001
Si 5.44 13.574 12.431 -0.006 0.006 -0.007
Si 8.155 -0.022 12.432 0.003 0.001 0.002
Si 10.879 2.704 12.432 0.002 0 0.001
Si 8.164 5.425 12.425 -0.009 0.001 0.004
Si 10.881 8.143 12.426 -0.001 -0.007 0.001
Si 8.164 10.858 12.433 0.018 -0.003 0.003
Si 10.878 13.569 12.432 -0.012 0.01 -0.002
Si 13.592 -0.017 12.434 -0.002 -0.005 -0.004
Si 16.314 2.706 12.428 -0.01 -0.004 -0.005
Si 13.601 5.428 12.433 0.015 -0.001 0.003
Si 16.319 8.142 12.435 0.009 -0.003 0.002
Si 13.604 10.851 12.428 -0.007 0.015 -0.001
Si 16.316 13.583 12.429 0.006 -0.002 -0.006
Si 17.671 1.341 13.795 0.016 -0.003 -0.01
Si 4.079 4.071 13.802 -0.01 0.006 -0.007
Si 17.681 6.788 13.812 -0.022 -0.003 -0.002
Si 4.09 9.495 13.805 0.018 -0.022 -0.001
Si 17.675 12.221 13.801 -0.015 0.014 0.003
Si 4.078 -1.388 13.799 0.018 -0.011 -0.003
Si 6.79 1.348 13.795 -0.036 0.056 -0.019
Si 9.522 4.07 13.804 0.006 -0.02 0.009
Si 6.812 6.788 13.802 0.025 -0.031 0.002
Si 9.529 9.5 13.805 -0.023 0.012 0.001
Si 6.8 12.215 13.805 -0.02 0.024 -0.003
Si 9.514 -1.392 13.802 0.019 0.008 0.001
Si 12.232 1.344 13.812 0 -0.005 -0.001
Si 14.959 4.069 13.806 -0.007 -0.017 -0.008
Si 12.24 6.79 13.807 -0.02 0.01 -0.001
Si 14.959 9.497 13.815 -0.005 0.004 0.003
Si 12.239 12.2 13.801 0.038 -0.021 -0.003
Si 14.952 -1.381 13.802 0.001 0.02 -0.004
Si 16.309 -0.014 15.171 -0.022 -0.003 0.009
Si 2.706 2.71 15.161 -0.012 -0.02 -0.018
Si 16.313 5.433 15.183 0.032 -0.001 -0.002
Si 2.734 8.14 15.186 0 0.017 0.002
Si 16.324 10.861 15.182 0.006 0.014 -0.012
Si 2.715 13.577 15.174 0.011 0.013 -0.002
Si 5.442 -0.028 15.163 0.005 0.005 -0.011
Si 8.139 2.72 15.165 -0.003 -0.088 -0.024
Si 5.449 5.432 15.172 -0.01 0.008 0.008
Si 8.175 8.143 15.181 0.002 0.007 -0.025
Si 5.451 10.849 15.181 0.004 0.015 -0.008
Si 8.165 13.563 15.184 -0.013 -0.009 0.016
Si 10.862 -0.024 15.175 -0.011 0.014 0.014
Si 13.593 2.714 15.179 0.024 0.02 0.012
Si 10.883 5.433 15.182 0.007 -0.018 -0.015
Si 13.589 8.147 15.196 0.042 -0.016 -0.014
Si 10.897 10.837 15.191 -0.008 0.019 -0.008
Si 13.597 13.563 15.165 -0.042 0.001 -0.019
O 2.674 -0.086 22.563 -0.028 0.142 -0.336
O 18.256 -3.21 33 -0.026 -0.236 0.306
O 7.302 3.995 25.926 0.07 0.166 -0.363
O 7.749 10.302 32.054 -0.172 0.257 0.398
O 11.989 -2.558 33.717 0.047 -0.054 0.068
O 17.582 12.294 23.652 -0.04 -0.056 -0.318
O 7.833 4.242 28.485 0.126 0.09 -0.097
O 8.246 10.998 22.674 0.132 -0.27 -0.6
O 19.266 1.336 33.138 -0.141 0.06 0.199
O 2.754 5.457 22.583 0.032 0.104 -0.636
O 13.544 0.186 22.579 -0.082 -0.189 -0.176
O 10.588 2.63 22.417 0.177 -0.261 -0.526
O 19.958 -4.989 33.761 0.04 0.007 0.516
O 11.484 2.781 30.851 0.038 0.284 0.659
O 14.601 0.341 33.702 0.049 -0.203 0.48
O 7.05 -1.029 23.341 -0.025 0.169 -0.022
O 3.598 -3.24 29.503 -0.056 0.117 0.163
O 18.114 4.676 25.678 -0.214 -0.369 -0.385
O 11.82 1.778 28.337 0.146 0.237 0.037
O 9.706 11.18 26.269 0.065 0.137 -0.373
O 14.111 2.481 25.096 0.262 -0.085 -0.302
O 18.356 1.445 27.802 -0.218 0.15 -0.198
O 10.111 7.157 28.808 0.022 0.162 0.141
O 11.961 12.007 27.483 -0.032 0.098 -0.054
O 16.588 2.498 25.648 -0.077 0.051 -0.033
O 7.984 1.056 32.74 0.019 0.138 1.046
O 5.395 -2.759 22.554 0.027 -0.173 -0.424
O 16.444 -3.642 28.343 0.003 0.035 -0.081
O 13.514 10.231 28.577 0.008 0.047 -0.004
O 7.025 0.154 30.33 0.139 0.119 0.466
O 9.14 5.813 33.688 -0.141 -0.042 0.491
O 11.847 8.48 33.634 -0.035 0.155 0.459
O 17.044 -1.518 23.45 -0.063 -0.013 -0.33
O 10.968 4.786 28.308 0.34 -0.118 -0.028
O 10.571 -1.995 30.396 0.074 0.08 0.134
O 14.505 11.888 26.751 -0.043 0.058 -0.082
O 3.789 11.676 23.286 0.134 -0.249 -0.315
O 17.143 3.799 23.333 0.2 0.387 -0.306
O 6.166 8.729 30.645 0.062 -0.028 0.153
O 4.721 7.218 23.183 0.123 0.178 -0.556
O 13.952 -4.071 32.865 -0.121 0.285 0.188
O 10.151 12.648 23.339 0.018 0.053 -0.17
O 7.502 7.702 32.779 -0.235 -0.368 0.38
O 8.656 1.102 23.174 -0.187 0.172 -0.243
O 11.951 7.471 25.529 0.19 0.041 -0.033
O 14.464 8.092 25.311 0.236 0.305 -0.124
O 13.834 2.216 30.075 -0.331 0.1 0.472
O 14.662 3.436 27.833 0.103 -0.077 -0.249
O 10.264 10.47 32.858 0.259 0.019 0.087
O 9.678 3.366 26.631 0.142 -0.112 -0.225
O 7.425 9.839 26.201 -0.088 0.17 -0.245
O 8.076 2.665 30.622 0.255 -0.346 0.134
O 12.46 9.006 23.559 -0.236 0.039 -0.469
O 7.844 0.165 25.51 -0.079 0.007 -0.631
O 17.329 2.996 33.717 0.163 0.004 0.587
O 3.123 6.997 25.224 -0.1 0.352 -0.19
O 13.783 6.781 33.074 0.241 0.106 0.37
O 15.684 4.863 32.981 -0.179 -0.108 0.305
O 10.056 0.285 27.017 0.113 0.006 0.005
O 18.259 4.069 28.591 -0.077 -0.025 -0.295
O 12.052 -1.806 23.533 0.254 -0.068 -0.342
O 9.109 9.524 28.205 -0.025 0.224 0.232
O 8.539 -3.766 33.022 -0.111 0.226 0.101
O 12.67 -0.287 26.938 0.043 -0.004 -0.123
O 4.249 10.696 30.579 0.27 -0.018 0.35
O 18.035 6.312 30.158 0.005 -0.008 0.372
O 10.622 -0.635 32.734 -0.016 -0.174 0.704
O 4.674 1.268 23.497 0.204 -0.346 -0.401
O 4.45 0.587 31.112 -0.1 -0.206 0.484
O 14.503 5.714 30.788 0.029 -0.385 0.538
O 5.061 3.14 30.543 0.029 0.057 0.096
O 4.339 -3.19 26.98 -0.099 -0.146 -0.192
O 9.604 -1.166 24.011 -0.037 0.064 0.101
O 17.061 -2.597 30.679 -0.022 0.308 0.463
O 18.013 11.309 29.956 -0.063 0.076 0.07
O 12.521 1.856 33.103 0.16 -0.037 0.029
O 7.831 1.803 27.529 0.082 0.04 0.069
O 10.619 3.801 33.041 0.087 0.071 0.042
O 6.413 -2.445 33.761 0.055 0.126 0.829
O 7.87 -0.783 27.957 0.343 0.039 -0.053
O 3.55 10.845 28.052 0.241 0.086 -0.158
O 6.302 3.818 23.413 -0.095 -0.198 -0.273
O 18.939 2.384 24.568 -0.247 -0.135 -0.43
O 16.123 5.593 28.434 -0.113 0.16 0.108
O 13.558 5.861 28.341 -0.171 0.183 -0.006
O 5.157 10.842 25.864 0.099 0.035 -0.395
O 10.003 5.867 25.995 -0.288 0.281 -0.192
O 14.967 6.233 23.521 0.022 0.29 -0.659
O 3.532 8.206 30.79 -0.169 0.254 0.079
O 4.483 -0.846 33.237 -0.135 0.022 0.098
O 9.687 -3.311 28.234 0.145 0.193 -0.126
O 5.433 8.187 25.616 -0.082 -0.158 -0.112
O 14.672 -1.869 27.539 -0.177 -0.116 -0.058
O 12.812 9.997 25.997 -0.244 -0.293 -0.287
O 4.966 9.362 32.81 -0.039 0.091 0.741
O 4.182 5.671 30.621 0.053 0.05 0.052
O 10.033 7.079 23.602 0.093 0.209 -0.583
O 16.43 2.339 29.49 -0.014 -0.1 0.116
O 6.463 2.893 33.799 0.064 0 0.175
O 8.211 5.394 22.653 0.008 -0.033 -0.292
O 18.248 9.783 23.501 0.023 -0.032 -0.221
O 18.417 6.5 27.547 -0.125 0.151 -0.186
O 15.098 -3.363 23.422 0.046 0.165 -0.246
O 13.674 11.006 22.566 0.086 -0.174 -0.239
O 15.134 0.118 25.838 0.249 0.312 -0.55
O 13.553 8.019 29.891 0.032 0.023 0.262
O 12.091 0.17 30.496 -0.076 0.025 0.397
O 16.299 -1.437 32.943 -0.053 0.031 0.053
O 18.939 6.612 32.697 -0.089 -0.116 0.503
O 16.405 8.171 22.575 -0.095 0.282 -0.256
O 7.951 -2.376 30.019 -0.02 0.124 0.184
O 4.925 4.653 32.832 0.055 -0.058 0.624
O 9.591 8.526 25.76 0.148 -0.101 -0.463
O 18.954 11.373 25.66 -0.433 0.058 -0.571
O 11.69 1.757 25.559 0.186 0.07 -0.195
O 14.825 5.465 26.07 0.052 -0.154 -0.197
O 16.838 6.997 25.397 -0.02 0.215 -0.216
O 8.849 8.455 30.621 -0.056 -0.263 0.403
O 12.175 4.233 26.066 0.283 0.088 0.016
O 5.642 -1.709 28.919 -0.085 0.228 0.01
O 11.246 9.383 29.774 -0.126 0.312 0.025
O 17.262 8.439 33.649 -0.003 -0.054 0.317
O 13.143 4.279 32.548 -0.014 -0.018 0.295
O 14.772 0.712 28.271 0.089 -0.064 0.041
O 18.92 2.194 30.264 0.323 -0.072 0.365
O 11.876 6.028 30.422 0.208 -0.117 0.405
O 13.298 10.294 31.22 -0.13 0.159 0.342
O 15.48 10.104 32.812 0.065 -0.006 0.419
O 4.976 2.985 25.546 0.126 -0.087 0.154
O 3.283 -0.965 28.037 0.091 0.015 0.192
O 12.459 3.716 23.566 0.02 0.175 -0.339
O 16.371 -2.837 25.747 0.438 0.241 -0.681
O 4.535 1.374 28.598 0.156 -0.008 0.003
O 10.732 -2.758 25.769 -0.088 0.448 -0.592
O 6.339 9.672 23.694 -0.102 -0.169 -0.635
O 9.37 5.079 30.425 -0.128 -0.202 0.486
O 6.781 4.998 30.838 -0.199 0.148 0.516
O 9.544 0.477 30.63 -0.028 0.009 -0.111
O 15.447 11.654 30.646 -0.294 -0.083 0.205
O 18.611 -0.841 31.763 -0.166 0.098 -0.108
O 3.953 0.639 26.071 -0.017 -0.142 -0.287
O 5.377 5.593 25.217 0.081 -0.072 0.071
O 9.508 -4.437 30.673 0.006 -0.332 0.523
H 14.912 2.548 22.57 0.15 -0.01 0.016
O 15.903 0.912 23.615 0.558 -0.698 -0.345
H 16.274 -0.019 23.708 -0.115 0.095 0.17

Results
total energy: -101689.141 eV
total energy less fixed offsets of H -15.91, O -438.35, Si -107.03 eV per atom: -4.121 eV
